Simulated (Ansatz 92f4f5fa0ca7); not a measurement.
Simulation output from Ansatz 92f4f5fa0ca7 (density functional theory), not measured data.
Periodic cell of 216 atoms, Si133O82H1, from a study of silicon, its oxide and their interface. The atomic structure is a simulated model.
Doubt: the cutoff is low for norm-conserving oxygen, so forces and energies are approximate.
Doubt: the program's own warning below bears on the result.

Settings: functional HSE06; potential files SPMS norm-conserving; basis plane waves; wave-function cutoff 800 eV; density cutoff ratio 4; exchange-correlation grid ratio 1; k mesh 1 x 1 x 1, Gamma-centred; occupations fixed; spin none; net charge +1 e, with a uniform compensating background and no finite-size correction.

Cell vectors (angstrom)
a, 10.938, 0, 0
b, 0, 10.938, 0
c, 0, 0, 31.7236

Atoms: element, x, y, z (angstrom)
Si, 0.4757, -0.5278, 24.3972
Si, 4.7198, 0.4911, 24.1816
Si, 3.1884, 2.419, 24.2024
Si, 7.7316, 3.2027, 24.3065
Si, -0.7174, 6.2193, 24.4426
Si, 5.9847, 4.9658, 24.5086
Si, 2.0348, 8.5414, 24.3113
Si, 8.6804, 8.1331, 24.3519
Si, 1.3947, 1.4118, 25.4391
Si, 6.6865, 1.3603, 25.4148
Si, 4.1515, 4.0513, 25.6769
Si, 9.4752, 4.2112, 25.5212
Si, 1.219, 6.8409, 25.687
Si, 6.8769, 6.9573, 25.4639
Si, 3.9254, 9.5727, 25.4409
Si, 9.6552, 9.6601, 25.7877
Si, 2.6825, 0.0292, 26.9245
Si, 8.1221, 0.0807, 26.8995
Si, -0.0226, 2.7741, 26.8371
Si, 5.4822, 2.6743, 26.9962
Si, 2.7169, 5.4673, 26.9239
Si, 8.1563, 5.5544, 26.9515
Si, -0.0162, 8.2192, 27.0895
Si, 5.4124, 8.2529, 26.8343
Si, 4.1018, 1.3673, 28.3053
Si, 9.5708, 1.3673, 28.3053
Si, 1.3673, 4.1018, 28.3053
Si, 6.8362, 4.1018, 28.3053
Si, 4.1018, 6.8362, 28.3053
Si, 9.5708, 6.8362, 28.3053
Si, 1.3673, 9.5708, 28.3053
Si, 6.8362, 9.5708, 28.3053
Si, 0, 0, 29.6726
Si, 5.469, 0, 29.6726
Si, 2.7345, 2.7345, 29.6726
Si, 8.2035, 2.7345, 29.6726
Si, 0, 5.469, 29.6726
Si, 5.469, 5.469, 29.6726
Si, 2.7345, 8.2035, 29.6726
Si, 8.2035, 8.2035, 29.6726
Si, 1.3673, 1.3673, 31.0398
Si, 6.8362, 1.3673, 31.0398
Si, 4.1018, 4.1018, 31.0398
Si, 9.5708, 4.1018, 31.0398
Si, 1.3673, 6.8362, 31.0398
Si, 6.8362, 6.8362, 31.0398
Si, 4.1018, 9.5708, 31.0398
Si, 9.5708, 9.5708, 31.0398
Si, 2.7345, 0, 0.6835
Si, 8.2035, 0, 0.6835
Si, 0, 2.7345, 0.6835
Si, 5.469, 2.7345, 0.6835
Si, 2.7345, 5.469, 0.6835
Si, 8.2035, 5.469, 0.6835
Si, 0, 8.2035, 0.6835
Si, 5.469, 8.2035, 0.6835
Si, 4.1018, 1.3673, 2.0507
Si, 9.5708, 1.3673, 2.0507
Si, 1.3673, 4.1018, 2.0507
Si, 6.8362, 4.1018, 2.0507
Si, 4.1018, 6.8362, 2.0507
Si, 9.5708, 6.8362, 2.0507
Si, 1.3673, 9.5708, 2.0507
Si, 6.8362, 9.5708, 2.0507
Si, 0, 0, 3.418
Si, 5.469, 0, 3.418
Si, 2.7345, 2.7345, 3.418
Si, 8.2035, 2.7345, 3.418
Si, 0, 5.469, 3.418
Si, 5.469, 5.469, 3.418
Si, 2.7345, 8.2035, 3.418
Si, 8.2035, 8.2035, 3.418
Si, 1.4009, 1.3373, 4.7706
Si, 6.8971, 1.3003, 4.7976
Si, 4.1665, 4.0879, 4.6928
Si, 9.6309, 4.0527, 4.8053
Si, 1.333, 6.8688, 4.8873
Si, 6.787, 6.8899, 4.7101
Si, 4.079, 9.5782, 4.8931
Si, 9.6578, 9.4624, 4.7845
Si, 2.6127, -0.0484, 6.301
Si, 8.2813, -0.1226, 6.1013
Si, 0.134, 2.7338, 6.1924
Si, 5.4416, 2.6147, 6.1006
Si, 2.8232, 5.4348, 6.0418
Si, 8.1583, 5.4498, 5.9993
Si, -0.0637, 8.1607, 6.4526
Si, 5.553, 8.2443, 6.2308
Si, 3.6868, 1.7418, 7.3949
Si, 10.0269, 0.9144, 7.2472
Si, 2.0923, 3.5904, 7.2966
Si, 6.1957, 4.6391, 6.9059
Si, 4.5521, 6.4113, 7.297
Si, 8.8909, 7.133, 7.4598
Si, 0.7374, 10.1346, 7.71
Si, 7.472, 9.0414, 7.4642
O, 8.4654, 3.8378, 9.1407
O, 7.627, 9.295, 9.1097
O, 8.5635, 6.5213, 9.0121
O, 0.8785, 10.1608, 9.3967
O, 4.2833, 1.3843, 8.9077
O, 2.1583, 4.2519, 8.8206
O, 9.4444, 1.3659, 8.7186
O, 4.1908, 6.7586, 8.8592
O, 8.6299, 9.005, 22.8832
O, 8.326, 2.8037, 22.7957
O, 5.133, 5.1991, 23.1195
O, 8.156, 2.852, 20.1253
O, 10.8799, 10.4987, 22.825
O, -0.3977, 6.3077, 22.8142
O, 1.8813, 7.8751, 22.7588
O, 4.6504, -0.0472, 22.595
Si, 9.1769, 5.2017, 9.7638
Si, 0.5094, 10.3436, 11.0005
Si, 4.5354, 7.067, 10.4191
Si, 2.0512, 10.0142, 16.3731
Si, -4.5273, 6.4667, 15.1372
Si, 1.9938, 3.2065, 18.5729
Si, 14.3917, 6.6007, 14.4165
Si, 5.4961, 0.1326, 21.2057
Si, 3.9701, -0.0663, 14.0742
Si, 5.5018, 1.0269, 9.9318
Si, 8.4102, 2.2439, 9.5891
Si, 0.4906, 12.6991, 16.4601
Si, 0.9972, 6.6656, 22.0452
Si, 4.763, 1.7166, 18.671
Si, 8.0384, 1.8864, 21.4715
Si, 2.9031, 8.7948, 12.3583
Si, 6.951, 3.8744, 19.6227
Si, 6.2928, -4.6307, 18.0596
Si, 4.4093, 2.4427, 12.4942
Si, 10.592, 2.2693, 11.4836
Si, 5.2326, 5.4643, 21.5396
Si, -1.6531, -3.9279, 14.288
Si, 2.8375, 8.7354, 18.7793
Si, -4.338, 3.5685, 14.3018
Si, 3.1634, 4.932, 11.9486
Si, 11.9974, 4.5403, 9.9665
Si, 5.5162, -2.6833, 20.2946
Si, 10.5001, 8.3914, 16.6794
Si, 2.602, 4.0273, 21.4544
Si, -1.6089, 4.4094, 12.863
Si, 9.071, 10.9785, 15.4958
Si, 11.0492, 8.412, 19.7131
Si, 6.7135, 9.2195, 10.4744
Si, -1.3709, 10.0386, 21.9614
Si, -4.7568, 0.8525, 15.9482
Si, 8.9832, 9.5995, 12.6214
Si, 3.1754, 5.9555, 17.5115
O, 0.5633, 0.9398, 11.594
O, 3.1475, 5.2609, 13.5344
O, 8.9961, 2.0374, 11.1061
O, 6.318, 4.8482, 15.2463
O, 3.9706, 4.6963, 20.8442
O, 2.8689, 2.9112, 22.6318
O, -9.7535, 0.3421, 16.8559
O, 4.4532, 5.6596, 11.2378
O, 5.2491, 1.6252, 11.3945
O, 2.5645, 18.1246, 18.3674
O, 10.5112, 3.2406, 12.8061
O, 5.265, 7.0893, 21.4091
O, 4.6444, 0.6524, 19.913
O, 3.3879, 8.0517, 10.9959
O, -4.4228, 2.2839, 15.2612
O, 2.7058, -0.5636, 14.9436
O, 1.7888, 3.3653, 20.1994
O, 8.9928, 5.0691, 11.3804
O, 5.3991, 1.0011, 17.3542
O, 11.5102, 7.0678, 20.528
O, -1.0173, 1.3945, 15.8816
O, 6.7126, 6.9938, 16.6445
O, 1.5123, -1.4302, 11.9482
O, 6.5113, 1.3445, 21.5753
O, -3.6839, 5.0259, 18.4745
O, -1.9503, -0.2148, 13.8421
O, -1.0163, 9.8931, 11.3139
O, 9.9827, -1.6855, 20.6014
O, 10.7575, 5.4106, 9.3685
O, 12.6923, 5.3373, 11.204
O, -5.3572, 10.3558, 10.1438
O, 6.0029, 7.7505, 10.575
O, 0.6324, 2.6181, 17.8664
O, 2.3261, 4.6412, 17.885
O, 1.8126, 5.2701, 22.1247
O, 1.1079, 8.6855, 16.2427
O, -4.7181, -1.318, 20.8753
O, 7.5117, 9.4786, 11.8814
O, 3.2576, 3.3194, 11.7557
O, 15.9768, 7.0316, 14.4584
O, 6.5691, 4.7614, 20.9463
O, -9.661, 13.5324, 15.3025
O, -1.0065, 16.5489, 13.7605
O, -3.2817, -4.0126, 14.2159
O, -1.2669, -1.2263, 16.2816
O, 10.3733, 8.0305, 18.2683
O, 9.6082, 8.2373, 13.2705
O, 3.7077, 12.393, 13.5616
O, -2.9104, 3.725, 13.5376
O, 5.7194, 2.9676, 19.0764
O, 4.0582, -2.1589, 19.8218
O, 6.8989, 1.6867, 9.3686
O, -3.3362, 0.1347, 16.1639
O, 6.4022, 7.55, 19.1215
O, 12.4003, 9.307, 19.4531
O, 2.9752, 6.3003, 15.9275
O, 2.6518, 7.7821, 13.6159
O, 8.9292, 0.5247, 21.4576
O, -7.7292, 9.6497, 17.472
O, 4.0545, 9.8746, 12.7833
O, 4.7516, 5.7671, 17.9142
O, 5.4431, 3.4855, 13.1727
O, 3.2623, 2.21, 18.301
O, 11.3237, 3.1087, 10.3086
O, 5.3392, -0.1079, 14.9336
O, -1.0424, 7.1712, 15.7855
H, -10.1452, 13.7304, 14.4811

Results
free energy: -51818.550 eV
free energy less fixed offsets of H -15.86, O -447.96, Si -113.29 eV per atom: -2.400 eV
gap between the highest filled and lowest empty level on this k mesh: 0.601 eV

The program warned: the cutoff lies below the one the program advises for these potential files; the model core charge is not resolved on the grid; the forces do not sum to zero within the program's tolerance; the exchange-correlation potential is rough where the density is thin.
